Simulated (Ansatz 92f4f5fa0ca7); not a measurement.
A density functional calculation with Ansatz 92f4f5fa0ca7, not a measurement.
Periodic cell of 153 atoms, Si99O54, from a study of silicon, its oxide and their interface. The atomic structure is a simulated model.

Settings: functional r2SCAN; potential files Ansatz norm-conserving; basis plane waves; wave-function cutoff 1300 eV; density cutoff ratio 4; exchange-correlation grid ratio 1; k mesh 2 x 2 x 1, shifted by 0.5 0.5 0.5 of a step; self-consistency stop 5e-08 eV per atom in the density residual; occupations Fermi-Dirac, 0.05 eV; spin none; net charge 0.

Cell vectors (angstrom)
a	11.54	0	0
b	0	11.54	0
c	0	0	19.8527

Atoms: element, x, y, z (angstrom)
Si	-0.2645	0.0644	-0.0062
Si	0.3876	2.4218	-0.5307
Si	0.0911	6.0568	-0.185
Si	3.4187	-1.3768	-0.3159
Si	4.4155	3.2249	-0.7557
Si	3.7526	6.9362	-0.5161
Si	7.6295	-0.4023	-0.4527
Si	8.5142	3.9919	-0.8764
Si	7.6833	6.1537	-1.1517
Si	1.8234	-0.9061	1.2501
Si	2.2902	3.3902	0.4731
Si	2.1419	6.0123	0.7957
Si	5.7165	-1.5224	0.5841
Si	5.7533	3.6366	1.6325
Si	5.7776	6.8503	0.157
Si	9.368	0.0148	1.2193
Si	8.9967	3.6978	1.2672
Si	9.7902	7.0199	0.8344
Si	2.1567	1.5874	3.0816
Si	1.9263	6.748	3.0853
Si	2.0375	9.0635	2.8428
Si	5.831	1.6038	3.1934
Si	5.7307	5.944	2.3342
Si	5.6197	10.5596	2.7384
Si	9.4477	1.854	2.8075
Si	9.6623	5.4818	2.7293
Si	9.4566	9.6273	2.6006
Si	-0.0099	2.0988	4.062
Si	-0.0293	5.8603	3.9492
Si	-0.1461	9.7108	4.017
Si	3.8234	1.7159	4.5278
Si	3.9321	6.1119	4.0235
Si	3.929	9.5547	3.9888
Si	7.7386	1.8509	4.39
Si	7.6026	6.0011	3.7602
Si	7.4596	9.8182	3.781
Si	-0.0802	0.2318	5.4101
Si	-0.089	3.8631	5.3946
Si	-0.1338	7.6902	5.6052
Si	3.8982	-0.1906	5.7268
Si	3.7941	4.266	5.4728
Si	3.8368	7.7412	5.4367
Si	7.809	-0.2863	5.4876
Si	7.5033	4.1098	5.219
Si	7.8482	7.8326	5.4218
Si	1.8141	-0.0235	6.9724
Si	1.981	4.1628	6.7487
Si	1.8789	7.9166	6.974
Si	5.7789	-0.2785	7.0057
Si	5.7149	4.0179	6.7428
Si	5.8788	7.7666	6.8794
Si	9.7723	-0.0854	6.8724
Si	9.3756	3.8175	6.8402
Si	9.6355	7.6641	7.0704
Si	1.912	2.2396	8.0881
Si	2.1442	5.8761	8.2738
Si	1.342	9.6461	8.4429
Si	6.329	1.9749	7.9358
Si	5.8771	5.8411	8.1446
Si	6.0916	9.5145	8.5971
Si	8.6633	1.9076	8.0195
Si	9.7406	5.5731	8.4536
Si	10.3704	9.7513	8.3109
Si	0.7362	2.2327	10.1237
Si	0.4497	5.7068	9.7764
Si	5.8968	10.3955	13.478
Si	4.5151	2.5535	9.2352
Si	4.0318	5.0813	9.3444
Si	4.0296	9.4177	10.1542
Si	9.202	1.8569	10.419
Si	7.3818	5.4507	10.2352
Si	8.0396	9.7242	9.715
Si	3.4318	3.0314	12.8557
Si	1.0103	4.1259	11.5401
Si	-0.7771	7.8381	11.7438
Si	5.7862	0.1029	11.3517
Si	5.4017	2.3923	11.6773
Si	3.8223	6.8889	12.1703
Si	8.2156	0.0121	11.0268
Si	7.4496	3.5712	11.8493
Si	7.9173	8.0877	11.3871
Si	0.8835	-8.0375	16.5801
Si	-0.134	2.9379	13.8193
Si	2.3598	-1.182	17.3151
Si	3.648	5.1463	16.8381
Si	7.5016	8.8221	14.3141
Si	9.5362	-1.2777	12.4558
Si	13.5428	1.2255	12.7163
Si	12.3848	7.9569	17.0225
Si	-0.0776	-1.4151	17.8014
Si	8.3437	3.5426	14.022
Si	8.7141	10.4221	16.5946
Si	7.3858	5.884	15.4615
Si	1.4001	7.6193	13.9788
Si	2.975	10.3553	14.3903
Si	7.3037	1.0215	15.4138
Si	-0.9746	4.2681	18.2033
Si	4.4257	5.3318	14.7692
Si	6.6801	1.587	18.3967
O	0.8952	-4.2809	-4.3789
O	8.4596	-1.3259	-1.6359
O	2.2927	0.5497	1.8014
O	-1.8975	8.6445	1.3244
O	3.5811	6.5614	-2.0804
O	-1.2678	-1.5505	-3.2202
O	0.9724	3.2001	-4.8756
O	5.9396	-3.1431	0.7623
O	16.0408	6.4956	-6.2322
O	4.969	1.757	-0.9681
O	5.9026	5.183	-4.515
O	7.346	3.0055	-1.0533
O	8.865	0.277	-4.1136
O	8.7876	7.211	-0.4794
O	12.5956	2.1938	-2.1473
O	10.9341	4.1886	-3.259
O	2.5994	-0.3235	13.058
O	-1.6918	2.8235	14.2334
O	-0.0404	7.177	10.4905
O	-0.0406	4.1088	12.7493
O	2.5089	9.4241	9.6718
O	11.93	-4.6539	18.0338
O	4.4722	-1.4954	14.2213
O	8.7788	-1.9911	13.7021
O	7.4894	2.4686	14.7806
O	-0.8161	1.5257	10.1997
O	8.9425	14.765	11.0722
O	2.2919	8.9282	14.1544
O	13.8331	-4.584	12.7752
O	4.0862	8.5388	11.4794
O	3.8993	5.861	10.934
O	8.4208	4.8582	14.8986
O	11.5498	7.6458	13.1591
O	4.5314	10.9683	10.291
O	7.3649	3.4565	21.4367
O	-2.2556	-4.2022	11.9028
O	2.355	-2.7305	17.2639
O	8.9638	5.7695	9.8184
O	-4.0297	6.2675	16.9811
O	7.2536	7.2389	14.6237
O	6.396	1.2843	16.7957
O	13.9241	14.5913	22.0215
O	10.5198	9.5057	11.2989
O	4.7165	4.2497	17.7446
O	13.2873	1.2236	11.0386
O	14.1865	-0.4085	15.7974
O	14.196	15.593	12.0432
O	3.3604	-3.0669	19.616
O	-4.6206	6.7396	11.2061
O	4.1859	3.694	14.1944
O	2.1025	4.6201	16.9601
O	0.3644	1.5503	13.1779
O	6.5369	11.6752	14.3581
O	-3.9557	-2.0245	15.818

Results
free energy: -36692.611 eV
free energy less fixed offsets of O -463.61, Si -117.95 eV per atom: 19.379 eV
pressure: -0.83 GPa
stress xx, yy, zz, yz, xz, xy (GPa, positive in tension): -0.21, 0.03, 2.68, -0.79, 1.26, 0.08

Forces (eV/angstrom), in the order of the atoms: element, x, y, z
Si	1.3106	-0.9245	-0.5017
Si	0.0561	-0.5197	-2.1626
Si	-0.0563	1.2713	-3.7299
Si	1.2664	-0.903	-1.0655
Si	-0.3686	2.2663	1.5183
Si	-2.778	0.3897	-1.2759
Si	0.4257	-0.2196	0.0011
Si	1.8554	3.3015	-0.239
Si	-0.0913	0.4068	-1.1316
Si	-1.4635	0.9014	-2.08
Si	0.158	1.1849	2.0954
Si	-0.3515	-2.4183	0.6615
Si	-0.1169	0.1068	-1.4328
Si	-0.9703	-0.5752	-0.1353
Si	2.6879	0.3376	1.4866
Si	-0.5505	0.1187	1.0849
Si	0.0468	-0.6522	3.4427
Si	-0.4281	1.6979	0.8801
Si	-1.0399	2.4608	-2.6408
Si	-0.116	-1.0196	-1.9497
Si	-2.0803	0.0344	1.1191
Si	-2.1041	-0.493	-0.7556
Si	-0.5067	-1.1573	0.9848
Si	-0.4004	1.7228	0.7383
Si	0.8768	-0.0236	-1.3572
Si	-1.5196	1.1906	-2.0913
Si	0.4628	1.4058	-0.362
Si	0.0206	-1.8825	-1.4833
Si	0.3298	0.0599	2.0517
Si	0.5841	-0.6093	1.1818
Si	1.8215	1.8322	0.6238
Si	0.4163	-1.9414	-1.521
Si	0.1355	1.495	1.291
Si	0.1808	0.4617	0.3165
Si	0.7927	-0.1417	1.1198
Si	1.6845	-1.9366	1.1337
Si	1.1685	-1.0633	-0.1188
Si	0.4216	2.0067	1.4188
Si	0.4055	0.3257	-1.0453
Si	-1.4192	-0.9162	0.1375
Si	0.8021	-2.1382	-1.318
Si	1.0725	2.0648	2.9724
Si	-0.3182	0.9391	1.4289
Si	0.54	-0.3613	0.6653
Si	-1.4521	-0.0164	-0.38
Si	0.0861	0.7601	0.0433
Si	-2.2437	-0.6579	0.1342
Si	0.0098	-1.1928	-1.0852
Si	1.6704	0.9303	0.2714
Si	0.9741	-0.6806	-0.4619
Si	0.4998	0.5971	-0.4178
Si	-1.8861	0.7692	0.3846
Si	-0.0406	0.8389	-0.6802
Si	0.3282	0.2782	0.3511
Si	1.5358	-1.1778	-0.083
Si	-0.0864	0.6069	-0.6098
Si	0.9142	0.5588	-0.0719
Si	-1.0789	-0.4288	-1.4941
Si	0.6312	-0.8402	1.3667
Si	-2.3996	-0.9731	-1.4856
Si	0.7371	-0.416	0.5034
Si	2.6314	0.2123	-2.0202
Si	-1.1451	-1.4747	0.2811
Si	0.1147	-1.3682	1.9163
Si	-1.5965	0.8215	0.8077
Si	-0.2533	0.2512	0.6735
Si	-1.0394	1.0889	1.5979
Si	0.7628	0.7988	1.4437
Si	1.7248	0.6003	-1.0428
Si	0.1673	-1.547	-4.4279
Si	-0.9761	0.8038	0.197
Si	2.182	-0.7207	-0.8447
Si	4.3343	-2.7163	3.117
Si	0.9402	0.7924	-2.9757
Si	2.2996	1.2589	-0.3395
Si	-0.9729	-1.0447	0.5021
Si	-0.9337	-0.8151	-1.4085
Si	-1.3557	1.9799	-0.9878
Si	-2.2723	-0.6506	1.0001
Si	0.2503	1.4737	-1.006
Si	-2.0232	-1.7024	0.5614
Si	2.3887	-0.5993	0.4602
Si	-1.0547	-1.2943	1.2657
Si	-1.2593	4.216	-0.1795
Si	-1.5625	1.5705	3.3146
Si	-2.9761	0.2606	0.8841
Si	0.7026	1.2846	-0.2891
Si	-1.6929	-2.337	-1.4047
Si	1.6525	2.2799	-0.6211
Si	0.4255	0.0304	-0.7355
Si	2.1187	-1.2072	-0.3324
Si	0.768	-1.1348	-0.0214
Si	-2.9556	0.844	0.3217
Si	0.0026	1.039	-1.2776
Si	-1.9419	0.5238	-0.1553
Si	1.1225	-0.3754	1.0603
Si	0.5047	-0.4018	1.9873
Si	0.9075	-2.3095	-2.181
Si	-2.8713	-1.5102	-0.1982
O	0.3939	-0.1111	1.2287
O	-1.8934	1.8971	0.3957
O	0.1918	0.4095	1.6948
O	0.6208	-2.3148	-0.3782
O	0.2129	-1.4363	-1.606
O	0.3039	0.2871	-0.3336
O	0.2571	-0.1242	0.9913
O	0.6795	0.2036	-0.8324
O	0.5466	-0.3888	-0.6596
O	2.9864	-1.3967	-1.028
O	1.8203	0.2182	-0.0426
O	-2.6065	-2.9924	-1.7673
O	-3.6621	1.5243	0.764
O	-0.7588	-1.2496	-0.7243
O	-0.3945	2.1858	-1.8198
O	0.6609	0.0595	1.4616
O	-1.5962	2.8169	0.0386
O	-0.0082	0.7091	-0.8101
O	0.6313	-0.3225	-0.3228
O	0.1374	1.3425	-0.0473
O	-2.1033	0.2376	-1.2884
O	-0.4869	-2.5448	2.8555
O	3.5599	-0.2737	-0.1801
O	3.2164	-0.0968	-1.5825
O	-1.1712	-0.7096	0.7997
O	3.8572	0.4229	0.0363
O	-1.0753	1.6652	2.0472
O	-0.8821	0.8068	0.8281
O	-0.139	-1.2577	-0.0764
O	0.3443	-3.3411	2.303
O	0.9225	0.2035	-0.581
O	1.2224	0.628	-0.0039
O	-1.4462	0.8078	-0.8528
O	1.3803	1.4378	2.1
O	1.1362	0.5131	-0.5381
O	-0.9736	-0.4768	0.4111
O	-0.7402	-4.6374	-1.7635
O	-2.2156	-0.3465	1.4023
O	1.014	0.4563	3.5638
O	1.0636	1.1645	-1.1305
O	1.6957	-0.222	-0.2861
O	0.201	-0.727	-0.9612
O	0.0984	-1.4928	2.6957
O	-0.9788	-1.3936	0.9224
O	0.1033	-0.1675	0.649
O	0.1565	-1.3554	0.5626
O	-4.777	2.9357	-2.2019
O	-0.0875	1.0009	0.0813
O	0.5327	0.7755	-0.7801
O	-1.2028	2.0826	-0.1924
O	-1.157	-1.8309	-0.5531
O	1.8981	-0.9639	-0.289
O	-0.5617	-0.3983	-0.5222
O	0.9096	-0.1822	1.1314
